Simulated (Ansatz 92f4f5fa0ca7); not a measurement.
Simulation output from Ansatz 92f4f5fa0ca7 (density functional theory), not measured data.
Periodic cell of 221 atoms, Si132O87H1N1, from a study of silicon, its oxide and their interface. The atomic structure is a simulated model.
This geometry differs little from another in the collection (a relaxation step or a small displacement).

Settings
functional: PBE
potential files: Ansatz PAW
basis: plane waves
wave-function cutoff: 700 eV
density cutoff ratio: 5
exchange-correlation grid ratio: 1
k mesh: 2 x 2 x 1, shifted by 0.5 0.5 0.5 of a step
self-consistency stop: 5e-08 eV per atom in the density residual
occupations: fixed
spin: none
net charge: 0

Cell vectors (angstrom)
a 10.938 0 0
b 0 10.938 0
c 0 0 33.367

Atoms and the computed forces on them: element, x, y, z (angstrom), force x, y, z (eV/angstrom)
Si -0.2043 0.1967 25.8019 -0.0163 0.0068 -0.0218
Si 5.9731 -0.5526 25.82 0.0407 -0.0107 -0.0425
Si 2.8577 2.8009 25.8932 -0.001 0.0098 -0.0376
Si 8.3455 2.319 25.9676 -0.0088 -0.0357 -0.0171
Si -0.4818 6.0095 25.7789 -0.011 0.0397 -0.029
Si 5.3651 5.6943 25.8514 -0.007 0.0044 -0.0213
Si 3.0185 7.8402 25.8801 0.0059 -0.0133 -0.0302
Si 8.2253 8.2235 26.1982 -0.0073 0.0045 0.0012
Si 1.4205 1.3593 27.1169 -0.0039 -0.0153 -0.0012
Si 6.8654 1.1436 27.2876 -0.0123 -0.0031 -0.0064
Si 4.2249 4.1071 27.2317 0.0066 0.0199 0.0122
Si 9.5248 4.1278 27.0409 -0.0036 -0.0015 0.0101
Si 1.3289 6.7954 27.1759 0.0116 0.0235 -0.0084
Si 6.8132 6.8031 27.3455 -0.0132 -0.0104 -0.0103
Si 4.1848 9.4725 27.1374 0.0045 0.0024 0.0163
Si 9.6867 9.6231 27.3106 -0.0151 0.0049 -0.0116
Si 2.7727 -0.0366 28.5066 0.0019 0.0041 0.0011
Si 8.2642 -0.0608 28.6787 0.008 0.0073 -0.0028
Si 0.0138 2.7652 28.4901 -0.0009 0.0013 -0.0068
Si 5.5278 2.6672 28.5734 -0.0109 0.0019 -0.0133
Si 2.7391 5.4334 28.5633 0.0043 0.0058 -0.0134
Si 8.2212 5.4034 28.583 0.0223 -0.0096 0.0041
Si 0.0722 8.1897 28.6073 -0.0076 -0.0085 0.003
Si 5.4625 8.1948 28.6403 -0.0064 -0.0078 -0.0076
Si 4.1018 1.3673 29.9488 -0.073 -0.1661 -0.3018
Si 9.5708 1.3673 29.9488 0.3114 0.4785 -0.0257
Si 1.3673 4.1018 29.9488 -0.0387 -0.164 -0.1699
Si 6.8362 4.1018 29.9488 0.1574 -0.4086 0.0944
Si 4.1018 6.8362 29.9488 -0.3774 -0.1045 0.1412
Si 9.5708 6.8362 29.9488 0.0777 -0.1269 -0.217
Si 1.3673 9.5708 29.9488 0.4771 0.1245 0.0145
Si 6.8362 9.5708 29.9488 0.0297 -0.2491 0.5514
Si 0 0 31.316 0.1317 0.1499 -0.0478
Si 5.469 0 31.316 0.0062 0.0069 0.0057
Si 2.7345 2.7345 31.316 -0.0889 -0.0538 -0.0515
Si 8.2035 2.7345 31.316 0.0176 0.0769 0.0346
Si 0 5.469 31.316 -0.0266 0.0379 -0.0118
Si 5.469 5.469 31.316 -0.0908 -0.0453 -0.0507
Si 2.7345 8.2035 31.316 0.0037 0.0345 0.0295
Si 8.2035 8.2035 31.316 -0.1363 -0.0388 0.0204
Si 1.3673 1.3673 32.6833 0.0108 -0.0426 0.0247
Si 6.8362 1.3673 32.6833 0.0355 -0.0422 -0.007
Si 4.1018 4.1018 32.6833 0.0132 -0.0041 -0.0025
Si 9.5708 4.1018 32.6833 -0.0072 -0.035 0.0006
Si 1.3673 6.8362 32.6833 0.0507 0.0164 -0.01
Si 6.8362 6.8362 32.6833 0.0909 -0.0149 0.0179
Si 4.1018 9.5708 32.6833 -0.0071 -0.0486 -0.006
Si 9.5708 9.5708 32.6833 -0.0008 -0.012 -0.0084
Si 2.7345 0 0.6835 0.0267 -0.0161 -0.0199
Si 8.2035 0 0.6835 -0.0608 0.0597 -0.0136
Si 0 2.7345 0.6835 -0.0209 0.0396 0.0074
Si 5.469 2.7345 0.6835 -0.0252 0.0096 0.0245
Si 2.7345 5.469 0.6835 -0.0745 0.0647 -0.0132
Si 8.2035 5.469 0.6835 0.0157 -0.0163 -0.0157
Si 0 8.2035 0.6835 -0.0139 -0.026 0.0209
Si 5.469 8.2035 0.6835 -0.0328 0.0574 0
Si 4.1018 1.3673 2.0507 -0.0782 -0.0876 0.0479
Si 9.5708 1.3673 2.0507 0.0282 -0.1129 -0.0491
Si 1.3673 4.1018 2.0507 0.0865 -0.0093 -0.0134
Si 6.8362 4.1018 2.0507 0.0988 0.0651 0.0558
Si 4.1018 6.8362 2.0507 -0.049 -0.0752 -0.0138
Si 9.5708 6.8362 2.0507 -0.0993 -0.0406 0.0194
Si 1.3673 9.5708 2.0507 0.138 0.1551 0.0315
Si 6.8362 9.5708 2.0507 0.0489 -0.0584 -0.0223
Si 0 0 3.418 -0.0052 0.5113 -0.5465
Si 5.469 0 3.418 0.0727 0.0883 0.0762
Si 2.7345 2.7345 3.418 -0.0873 0.2448 -0.0826
Si 8.2035 2.7345 3.418 -0.0059 0.1041 0.3451
Si 0 5.469 3.418 -0.1868 -0.1547 0.1771
Si 5.469 5.469 3.418 -0.1503 0.1289 0.2802
Si 2.7345 8.2035 3.418 0.2188 -0.0471 0.0528
Si 8.2035 8.2035 3.418 -0.4041 -0.2604 -0.3871
Si 1.2435 1.5023 4.7541 -0.0045 0.0163 0.0153
Si 6.8126 1.3914 4.8133 -0.0283 0.0306 0.0002
Si 4.1069 4.0776 4.8161 0.0001 0.0005 0.004
Si 9.5229 4.1412 4.8544 0.0081 -0.0138 -0.0119
Si 1.3643 6.8347 4.7637 0.0104 -0.0142 0.0044
Si 6.7762 6.9043 4.8219 -0.007 -0.0033 0.0036
Si 4.1226 9.5743 4.7932 0.0214 -0.0192 0.0079
Si 9.561 9.5783 4.662 -0.0156 0.0093 0.0072
Si 2.6305 0.046 5.9185 0.0171 -0.0176 0.0033
Si 8.2696 -0.0028 6.0273 -0.0126 0 0.023
Si -0.0511 2.8592 6.3354 0.0032 -0.0076 -0.0206
Si 5.4464 2.6935 6.2865 0.0101 0.0033 -0.0285
Si 2.7223 5.4975 6.1493 -0.0281 0.0196 0.0106
Si 8.0867 5.4912 6.2012 0.027 -0.0005 0.0098
Si -0.0738 8.2147 6.0006 0.0034 0.0087 -0.0017
Si 5.506 8.3325 6.3182 0.0106 -0.0115 -0.0306
Si 3.6601 1.5243 7.3678 -0.0425 -0.0072 0.0325
Si 9.7934 1.0686 7.4491 0.001 -0.0436 0.0408
Si 1.6134 4.0204 7.6695 0.0302 -0.0055 0.0294
Si 6.5153 4.3748 7.6243 -0.0119 0.0335 0.0372
Si 4.289 6.6614 7.4634 -0.0137 -0.0374 0.0306
Si 9.3286 7.1048 7.3623 -0.0033 0.0085 0.0251
Si 1.09 9.8233 7.205 0.013 0.0291 0.0513
Si 7.2631 9.4876 7.5691 0.0422 0.0073 0.0362
O 1.8732 3.8918 25.1537 0.0023 -0.0124 -0.0177
O 7.1521 9.2634 25.398 -0.0163 0.013 -0.0126
O 2.7279 2.8191 7.7951 -0.0138 0.0098 0.0233
O 8.3119 8.2583 8.0301 -0.0096 0.011 0.0177
O 5.3744 5.5202 7.9568 0.0111 -0.011 0.0233
O 0.0469 -0.0072 7.8424 -0.0083 -0.0047 0.0144
O 4.162 6.7379 25.3525 0.0025 -0.0019 -0.0214
O 9.5435 1.2951 25.3935 0.0172 -0.0018 -0.0246
O 1.8404 9.1197 8.4542 -0.0094 -0.0054 -0.0156
N 1.356 4.5903 9.3402 -0.0043 -0.0033 -0.0099
O 9.0103 1.3293 8.8841 -0.0057 -0.0127 -0.0102
O 6.9791 10.4843 8.8949 0.0254 -0.0148 -0.0149
O 3.6902 0.6696 8.8011 0.0062 0.021 0.0043
O 3.5715 7.16 8.8556 -0.0029 0.0128 -0.0048
O 7.0418 3.8974 9.1318 -0.0249 -0.0135 -0.0084
O 10.245 6.2835 8.4606 -0.0008 0.0093 0.0033
O 3.8524 2.1192 24.7608 -0.0142 -0.0163 -0.0054
O 5.4273 0.0137 24.3611 -0.0075 0.0064 0.0217
O 7.2272 2.7042 24.7859 0.0196 0.0308 -0.0085
O 11.123 5.7005 24.2924 -0.0106 -0.0229 0.0193
O 9.284 7.1542 25.4248 0.0171 -0.0176 -0.0341
O 2.3036 8.4597 24.527 0.0075 0.0128 0.0066
O 6.2167 5.1547 24.5198 -0.0186 -0.0136 0.0051
O 0.3829 10.3606 24.4421 0.0149 0.0046 0.0081
Si 2.4213 8.0846 9.5322 -0.0066 0.0016 -0.0062
Si 11.073 6.768 14.414 -0.0002 -0.0033 0.0003
Si 0.0164 -5.1288 17.23 0.003 0.0025 -0.0035
Si 4.172 0.8712 23.76 -0.0116 0.0028 -0.0012
Si 7.4408 -2.0094 20.3538 0.0002 0.0031 0.0036
Si 8.2955 0.8224 21.2624 0.003 -0.0026 0.0028
Si 1.7237 9.7429 23.7071 0.0006 0.0063 0.0008
Si 10.5251 9.511 14.4218 0.0004 0.0029 0.0009
Si 3.9433 9.7931 11.7588 0.0023 0.0037 0.0013
Si 4.9417 16.1486 12.0394 0.0002 0.003 0.0023
Si 6.9512 1.8082 16.8182 -0.0013 -0.0015 -0.0054
Si 4.635 7.4768 20.2594 0.004 -0.0056 0.0005
Si 13.2737 8.5643 14.1172 -0.0007 0.0018 0.0044
Si 3.7431 1.4972 10.2152 -0.0032 -0.0017 0.0002
Si 7.9338 11.4783 9.8353 0.0046 0.0009 0.0061
Si 1.7337 8.3806 20.8282 -0.0053 0.0032 0.0026
Si 2.5413 -5.3994 21.2926 0.0028 -0.0028 0.0027
Si 2.1923 4.0006 10.7961 0.0011 -0.0084 0.0034
Si 8.2771 4.4063 17.5578 -0.0016 0.0023 -0.0029
Si 6.9568 3.9271 23.7266 0.006 -0.0004 0.0066
Si 12.6324 3.6526 18.8559 0.003 -0.0035 -0.0009
Si 6.3499 3.0978 10.3925 -0.0023 -0.0053 0.0039
Si 4.548 2.9744 18.4396 -0.0042 -0.0049 -0.0001
Si 7.9649 -0.2474 15.0322 -0.0021 0.0008 -0.0005
Si 10.5583 4.6465 12.2708 -0.0034 0.0014 0
Si -1.3614 3.1418 22.5965 0.0013 0.0026 0.006
Si 6.257 7.9054 12.3179 0.0033 0.0017 -0.0028
Si 8.5843 9.6428 12.291 -0.0004 -0.002 -0.0038
Si 5.5614 2.3301 21.4248 -0.0043 0.0021 -0.001
Si 12.0315 4.4215 23.8385 0.0082 -0.0154 -0.0016
Si 9.8754 2.7156 19.7143 0.0012 -0.0025 -0.0002
Si 11.2093 5.9204 9.7128 -0.0081 0.0099 0.0001
Si -5.3321 5.8827 17.6855 -0.0006 0.0054 -0.0016
Si -0.8506 -2.5905 19.0769 0.0017 0.0013 -0.0131
Si 8.0223 10.1187 17.7491 -0.0004 -0.0029 0.0003
Si 4.8185 6.7846 14.6728 0.0004 -0.0016 0.0044
O 7.6492 10.3009 13.4894 0.0338 -0.003 -0.0003
O 7.007 9.5564 18.8981 0.0392 -0.0015 0.008
O 7.8503 8.1851 12.0242 -0.0174 0.0186 0.0101
O -1.5849 1.1939 20.0532 -0.0137 0.0249 0.0122
O 4.5845 5.4832 13.6451 0.0102 0.0211 -0.0141
O 7.5344 9.6483 16.2454 0.0133 0.0303 0.0191
O -1.4084 -1.3825 18.0982 -0.0238 -0.014 0.0107
O 4.889 13.5432 9.9086 0.0192 0.0034 0.0167
O 5.4666 9.2352 11.7965 -0.0171 -0.0211 0.0148
O 1.2007 7.1957 10.1419 0.0028 -0.0138 -0.025
O 7.0974 1.1259 15.3212 0.0051 -0.0143 0.0109
O 8.4806 4.2325 23.1735 0.0017 -0.0225 -0.0144
O 5.6598 6.6 11.5162 -0.0041 0.0006 0.0342
O 1.4978 6.7834 21.1056 0.0303 0.0079 -0.0021
O -2.1293 8.0104 20.0992 -0.0028 0.0275 -0.0054
O 10.1424 9.6012 12.8117 -0.0207 0.0045 0.0212
O 15.7579 4.4962 17.9581 0.0203 0.0001 0.0044
O 6.057 8.1439 20.8641 -0.0097 -0.0041 -0.0241
O 2.8331 -0.0208 23.671 0.0036 -0.0102 -0.0013
O 3.1723 9.5738 13.1695 0.0135 -0.0021 -0.0042
O 6.0113 3.5288 22.4506 0.0165 -0.0155 0.0027
O 9.9555 3.5911 21.085 -0.0113 -0.033 0.0066
O 2.2588 4.3576 20.2132 -0.0054 0.0107 -0.0088
O -5.9144 7.0078 18.729 0.0053 -0.0171 0.0118
O 0.5426 -2.0895 19.7969 -0.0024 -0.0247 0.0046
O 8.6392 10.522 10.9373 -0.0191 0.0012 -0.0005
O 11.6724 6.2777 15.8491 -0.0218 0.0055 -0.013
O 12.1123 4.1763 12.0687 -0.011 0.0051 -0.0139
O 9.6361 10.692 15.1527 -0.005 -0.0254 -0.0168
O 10.3644 5.5532 13.6171 0.0174 0.0056 -0.0116
O 0.4357 2.6282 19.0808 -0.0086 0.0184 0.0059
O 4.0245 11.3793 11.4151 -0.013 -0.0101 -0.0176
O 1.3689 7.375 13.494 -0.0213 -0.0011 0.0274
O 12.1354 9.5805 14.803 -0.0198 -0.0095 -0.0069
O 7.2156 5.6047 17.9297 -0.0129 -0.0213 -0.0162
O 3.478 -3.2245 14.95 0.0156 -0.0056 -0.0125
O 12.0798 4.8577 17.913 -0.014 -0.0073 0.0112
O 10.9951 3.2219 23.4035 -0.0095 0.0217 -0.0003
O 5.9737 18.6193 13.9228 -0.0207 -0.0117 -0.0243
O 2.2252 4.8515 22.7426 -0.0161 0.0091 0.0015
O 6.8601 1.5 20.9374 0.0088 0.0066 0.0224
O 5.3505 -4.6174 16.1368 -0.0021 -0.0014 0.005
O 1.4598 -1.6706 22.173 0.0121 -0.0118 0.0068
O -2.1495 3.5567 18.8451 0.0082 -0.0018 -0.0133
O 9.5853 5.0131 16.8111 -0.0001 0.0015 0.0261
O 9.5926 3.3396 12.3894 -0.014 0.0302 0.0199
O 4.52 1.3828 22.2521 0.0186 0.0088 0.0137
O 3.3198 -2.4211 20.2907 -0.007 -0.0136 0.0119
O 2.929 2.7623 18.2331 0.0057 0.0163 0.0181
O 3.5678 4.8321 11.2164 0.0085 -0.0099 0.0216
O 6.076 4.026 11.7356 -0.0133 0.0051 -0.0192
O 10.0255 7.9812 14.7998 0.0319 0.0013 -0.0106
O -6.0528 2.8502 20.0397 -0.004 -0.0026 -0.0108
O 7.8967 11.766 17.7482 -0.0163 -0.0109 -0.0111
O 7.9804 -0.7908 21.3589 -0.002 -0.0024 -0.0282
O 4.0776 6.1611 21.1243 -0.0251 0.0127 -0.0207
O 8.9519 1.5992 22.5725 -0.0004 0.0254 -0.0296
O 2.4465 2.3926 10.6361 0.0124 0.0151 0.0107
O 18.4735 3.3155 16.5988 -0.0048 0.0046 0.0242
O 3.0724 8.9561 10.7037 0.0133 0.0036 0.0035
O 10.212 5.5533 10.9509 0.0194 -0.0096 0.0121
O 7.1766 1.7192 10.6877 0.0011 0.0094 -0.0174
O 10.5037 -3.9142 18.2191 -0.001 0.0019 -0.006
O 5.4515 1.9464 17.5062 0.0117 0.0243 0.0138
H 8.8444 3.3932 13.002 0.0247 -0.0043 -0.0239

Results
free energy: -133811.144 eV
free energy less fixed offsets of H -17.10, N -388.26, O -569.03, Si -635.61 eV per atom: 0.346 eV

The program warned: the cutoff lies below the one the program advises for these potential files; the forces do not sum to zero within the program's tolerance; the exchange-correlation potential is rough where the density is thin.
